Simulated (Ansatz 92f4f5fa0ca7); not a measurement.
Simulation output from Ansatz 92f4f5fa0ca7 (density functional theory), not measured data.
Periodic cell of 122 atoms, Si78O44, from a study of silicon, its oxide and their interface. The atomic structure is a simulated model.

Settings
functional: r2SCAN
potential files: Ansatz norm-conserving
basis: plane waves
wave-function cutoff: 1300 eV
density cutoff ratio: 4
exchange-correlation grid ratio: 1
k mesh: 2 x 2 x 1, shifted by 0.5 0.5 0.5 of a step
self-consistency stop: 5e-08 eV per atom in the density residual
occupations: Fermi-Dirac, 0.05 eV
spin: none
net charge: 0

Cell vectors (angstrom)
a, 10.88, 0, 0
b, 0, 10.88, 0
c, 0, 0, 18.2761

Atoms: element, x, y, z (angstrom)
Si, 0.0099, 0.7269, -0.0465
Si, 3.6248, 3.5499, 1.4609
Si, -0.3215, 5.9675, -0.2204
Si, 3.524, 8.5518, -0.2203
Si, 6.9235, 1.9292, -1.1924
Si, 9.0935, 2.3185, -0.4575
Si, 5.8923, 6.2632, -0.487
Si, 8.2913, 8.0778, -0.2714
Si, 1.6264, 1.5154, 1.6636
Si, 4.7032, 4.2958, -0.6012
Si, 1.3019, 6.9474, 1.178
Si, 4.3235, 9.7946, 1.4779
Si, 5.9826, 0.7275, 1.3617
Si, 9.6087, 4.015, 1.0299
Si, 7.0749, 6.9425, 1.544
Si, 9.3038, 9.5651, 1.4567
Si, 0.0359, 2.8754, 2.5825
Si, 2.7624, -0.1937, 2.9182
Si, -0.0177, 8.2259, 2.8006
Si, 2.7172, 5.3974, 2.3578
Si, 5.1781, 2.4922, 2.7254
Si, 7.9768, 0.1659, 2.7182
Si, 5.5814, 8.2237, 2.5188
Si, 8.2721, 5.2928, 2.5679
Si, 1.2638, 4.204, 3.9837
Si, 4.0333, 1.2364, 4.3248
Si, 1.3022, 9.4935, 4.0902
Si, 4.0519, 6.6882, 3.8275
Si, 6.6934, 3.9278, 3.8673
Si, 9.585, 1.3645, 4.1096
Si, 6.918, 9.5091, 4.1684
Si, 9.7846, 6.6233, 4.0633
Si, -0.1207, -0.1475, 5.4601
Si, 2.7305, 2.7713, 5.5168
Si, 0.0057, 5.4436, 5.7
Si, 2.8096, 8.0542, 5.2818
Si, 5.5968, -0.0477, 5.5128
Si, 7.8866, 2.5319, 5.4012
Si, 5.515, 5.2499, 5.2179
Si, 8.2991, 8.0505, 5.5044
Si, 1.2573, 1.3208, 6.6515
Si, 4.2068, 4.0778, 6.6766
Si, 1.4146, 6.9885, 6.797
Si, 4.0676, 9.5148, 6.8414
Si, 6.7054, 1.4169, 6.7823
Si, 9.3651, 3.8317, 6.6712
Si, 6.7072, 6.8203, 6.6903
Si, 9.6441, 9.4346, 7.0096
Si, 0.0207, 2.5149, 8.1096
Si, 2.6064, 0.1458, 8.3078
Si, 0.501, 8.5719, 8.2026
Si, 2.6154, 5.4915, 8.1217
Si, 5.4408, 2.9308, 8.1652
Si, 8.0012, -0.013, 8.3462
Si, 5.4108, 7.9858, 8.2251
Si, 8.2885, 5.3943, 7.8611
Si, 1.1317, 3.9123, 9.5662
Si, 3.7179, 2.0369, 9.4146
Si, 1.037, 10.1403, 9.9706
Si, 4.1766, 6.4985, 9.4323
Si, 6.7457, 4.4608, 9.3977
Si, 10.4096, 1.1177, 9.8791
Si, 7.1013, 8.9341, 9.4823
Si, 9.9783, 7.4015, 9.3666
Si, 6.5826, 0.5637, 14.4007
Si, 7.7974, 8.7031, 13.5521
Si, 10.8294, 2.6438, 12.7994
Si, 12.4866, 5.3064, 13.0757
Si, 9.9609, 6.829, 12.3845
Si, 6.6747, 7.8973, 15.6293
Si, 9.1621, 4.3203, 11.3054
Si, 14.7769, 7.1699, 11.4796
Si, 15.9013, 11.6701, 12.0215
Si, 1.9548, 4.7418, 16.0214
Si, 11.2078, 2.1986, 15.7577
Si, 13.6207, 9.8137, 12.5846
Si, 6.3645, 8.7627, 11.6225
Si, 14.9806, -1.3258, 15.2587
O, 0.7739, 0.8135, -1.5613
O, 3.4628, -1.2262, -1.4601
O, 6.3129, 0.8207, -0.2567
O, -0.2394, -0.8411, 0.4784
O, 5.896, 3.2353, -1.0459
O, 2.0028, 7.9528, -0.0062
O, 7.6196, -0.5536, -4.3356
O, 7.2945, 1.4132, -2.7038
O, 16.1336, -0.2279, -3.1975
O, 13.6673, 2.3843, 0.6004
O, -2.0368, 5.8335, -6.4639
O, 9.4126, 6.9871, -0.9619
O, 16.7356, 12.3042, -5.0371
O, 2.3393, 2.8597, 10.1034
O, 0.8382, 5.507, 16.8781
O, 5.0872, 8.1552, 15.2806
O, 11.0452, 1.8475, 14.1851
O, -0.1472, 12.4043, 11.4708
O, 10.4404, 7.4018, 10.9189
O, 5.545, 5.5066, 9.6661
O, 3.37, 8.8094, 11.5845
O, 2.8104, 5.9347, 12.0234
O, 9.3209, 8.0281, 13.2396
O, 13.1388, 5.427, 14.5639
O, 17.441, 6.3545, 16.3367
O, 3.4305, 11.3059, 12.549
O, 4.733, 12.5564, 10.6789
O, 11.1664, 6.2253, 13.1521
O, 10.7545, 4.3531, 10.5338
O, 9.874, 2.6609, 16.4561
O, 9.3483, 3.3262, 12.6179
O, -1.1406, 5.9578, 8.5981
O, 8.4456, 8.0091, 9.3215
O, 8.7769, 0.6637, 9.7639
O, 12.0445, 3.7794, 12.6533
O, 12.171, 9.9085, 11.7717
O, 5.4766, 7.363, 11.9923
O, -7.8972, 9.3063, 14.1441
O, 7.8839, 3.8053, 10.5154
O, 16.7641, 10.3145, 11.6632
O, 14.2601, 4.653, 16.801
O, 12.3965, 3.2455, 15.7016
O, 4.5461, 7.3443, 18.0952
O, 7.4259, 8.8199, 16.8281

Results
free energy: -29596.836 eV
free energy less fixed offsets of O -463.61, Si -117.95 eV per atom: 2.104 eV
pressure: -1.66 GPa
stress xx, yy, zz, yz, xz, xy (GPa, positive in tension): 2.95, -0.06, 2.09, -0.35, 0.3, -0.88

Forces (eV/angstrom), in the order of the atoms: element, x, y, z
Si, 1.4096, -1.01, 0.3845
Si, 1.5826, 0.1534, -2.5285
Si, 0.9615, -0.3645, -0.9208
Si, -1.5451, 1.2209, -0.6905
Si, 0.2737, 2.2406, -0.3266
Si, -0.5973, -0.7379, 1.3785
Si, -2.5545, -0.2065, 2.6713
Si, 1.523, 0.0644, 2.2912
Si, 0.5015, -0.4099, -2.6897
Si, 0.4363, 0.0184, 1.657
Si, -0.5679, 1.1033, -0.322
Si, 0.6464, 1.2201, 0.6264
Si, 0.1194, -0.5483, 0.4287
Si, -0.3033, 1.2682, -0.0528
Si, 0.5056, -0.874, -2.8833
Si, 1.1471, -1.3028, -1.7959
Si, -0.3259, -0.2994, 1.5265
Si, 0.3618, 1.8246, -0.4501
Si, -0.4911, -0.8646, -1.4912
Si, -1.5165, 0.7523, 1.3075
Si, 0.4364, -0.0175, 0.0676
Si, 0.1219, -0.4565, -0.43
Si, -0.8017, 0.0399, 3.1092
Si, 0.2587, -0.3578, 0.8369
Si, 1.1441, 0.6325, 1.314
Si, 0.1114, -0.1862, -0.3018
Si, 0.0741, -0.5706, 1.2464
Si, 1.4743, 0.1093, -0.2517
Si, 1.2922, -0.7862, -0.767
Si, -1.1388, 0.4339, -1.0677
Si, 0.2266, -0.7793, -0.5256
Si, -1.8585, 0.0967, 0.3796
Si, 0.5529, 0.6275, -0.3502
Si, -0.8714, -0.2898, -1.2478
Si, 0.2988, -0.8581, -1.0452
Si, -0.1822, 0.7853, 0.3922
Si, -1.7562, -0.832, 0.1884
Si, 2.7392, 1.8251, -2.3729
Si, -0.9661, 2.4259, 0.3021
Si, 0.1048, 0.3142, -0.6696
Si, 0.8977, -0.3643, 0.5933
Si, -1.4595, 1.1204, 0.6736
Si, 0.5614, -0.7463, 0.1078
Si, 0.2949, -0.1653, 0.5737
Si, -0.6239, -1.2927, 3.5488
Si, 0.7409, -0.4721, 0.1851
Si, 0.8239, -1.1114, -0.4763
Si, -1.6324, 1.0299, -0.4648
Si, -1.1621, 1.1707, -0.6241
Si, 0.8127, 0.033, 0.0321
Si, 0.8093, 0.7529, 0.2349
Si, -0.3218, -1.1268, 0.2732
Si, 0.6635, -0.4257, -0.1015
Si, 0.8646, -0.0125, 1.0568
Si, -0.8905, 1.2433, -1.4335
Si, -0.4517, 0.596, 1.01
Si, 1.0361, -0.1179, -1.6749
Si, -1.3685, -0.4385, 0.947
Si, 0.5802, 0.373, 1.2579
Si, 1.4107, -0.9147, -1.7495
Si, 1.5245, -0.4353, -1.0008
Si, -1.2299, -1.3325, 1.6304
Si, 0.5929, 0.148, -1.2252
Si, -1.9578, -0.9569, 0.6408
Si, -1.8133, -1.0053, 1.3683
Si, -0.1613, -0.6949, 0.0685
Si, 0.2116, -1.4125, -2.3777
Si, 2.1227, 0.0604, -0.1621
Si, -0.9615, 2.6747, -2.3874
Si, -0.1061, -0.4244, -0.9864
Si, 1.6947, -0.2226, 0.3434
Si, -1.517, 0.9503, 1.7064
Si, -2.4332, -0.9383, -0.6862
Si, 1.2804, 0.5516, -0.001
Si, 1.5912, -3.0959, 0.5662
Si, -1.8761, 2.4789, 0.2495
Si, 1.2519, -1.0459, 1.3725
Si, 1.6768, -1.9259, 2.6783
O, -1.3924, 1.8077, -0.501
O, 0.6148, -1.1118, -1.9032
O, -0.7816, -1.2135, 0.9866
O, -0.6823, 1.5841, -0.1117
O, 0.244, -1.0954, -1.1254
O, 0.6543, -0.3104, 0.8927
O, 1.2336, -0.6962, -0.3608
O, -1.0293, 0.43, -0.0542
O, 0.4528, 1.2718, -0.6374
O, -1.8299, -0.5949, 2.2285
O, -0.5712, -1.6393, 0.5345
O, 0.1837, -0.2209, 1.2169
O, 0.6331, 0.8682, -0.2546
O, 1.1657, 0.0199, -0.5723
O, -1.3731, 0.2834, 0.4589
O, -0.434, 1.2046, 0.1657
O, -0.8299, -0.2154, -0.5821
O, 0.3669, 1.7883, 0.9552
O, 0.7233, 0.0765, 0.3609
O, -0.2862, -0.2466, 1.2341
O, 2.5721, -4.7198, -1.3217
O, -0.2831, 0.9569, 1.1661
O, -1.4245, 0.9695, 0.826
O, -0.4584, -0.3296, 0.0154
O, 1.0814, 1.8926, -1.6051
O, 1.9933, -0.5022, -0.5197
O, 0.399, -0.4953, 1.2771
O, 1.1453, -0.7654, 0.6063
O, -1.9231, 0.0422, 1.0293
O, -0.0184, 1.7778, -1.8643
O, 0.8162, 0.957, -0.241
O, -1.0083, 0.2603, 0.2282
O, 0.3608, -0.3911, 0.2574
O, 0.4654, -0.0656, -1.3007
O, -0.1157, 0.043, 0.8886
O, -0.2441, 0.5099, -1.3428
O, -1.1598, 0.6708, -0.0579
O, -0.9175, 0.4702, -1.0675
O, -1.5883, 0.3379, -0.8213
O, -1.8246, 1.0064, 0.3795
O, -0.3922, -0.1067, -0.7647
O, -0.0884, -0.1899, 0.4967
O, 1.8599, -1.4319, -1.39
O, -0.6121, -0.7904, -0.4998
